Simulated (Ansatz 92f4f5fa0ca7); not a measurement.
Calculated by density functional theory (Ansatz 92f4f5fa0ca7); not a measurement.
Periodic cell of 244 atoms, Si164O80, from a study of silicon, its oxide and their interface. The atomic structure is a simulated model.
Doubt: the cutoff is far below the 930 eV that the study's wrapper takes by default for these files, so forces and energies are approximate.
This geometry differs little from another in the collection (a relaxation step or a small displacement).

Settings: functional PBE; potential files Ansatz PAW; basis plane waves; wave-function cutoff 580 eV; density cutoff ratio 5; exchange-correlation grid ratio 1; k mesh 1 x 1 x 1, Gamma-centred; self-consistency stop 5e-08 eV per atom in the density residual; occupations fixed; spin none; net charge 0.

Cell vectors (angstrom)
a  10.938  0  0
b  0  10.938  0
c  0  0  37.2081

Atoms and the computed forces on them: element, x, y, z (angstrom), force x, y, z (eV/angstrom)
Si  0  0  0.683  -0.0192  0.0066  0.0035
Si  5.469  0  0.683  -0.0101  0.0006  0.0266
Si  2.7345  2.7345  0.683  -0.0175  0.0186  -0.0352
Si  8.2035  2.7345  0.683  -0.0132  0.0008  -0.0324
Si  0  5.469  0.683  0.0017  0.0542  0.0002
Si  5.469  5.469  0.683  -0.0095  0.0011  0.0074
Si  2.7345  8.2035  0.683  0.0259  0.0698  -0.0277
Si  8.2035  8.2035  0.683  -0.025  0.0028  -0.0369
Si  1.3673  1.3673  2.0503  0.0187  0.0778  -0.0915
Si  6.8362  1.3673  2.0503  0.0618  0.0613  -0.0395
Si  4.1018  4.1018  2.0503  -0.1142  -0.0183  -0.0192
Si  9.5708  4.1018  2.0503  -0.0523  -0.0805  -0.0983
Si  1.3673  6.8362  2.0503  0.029  0.031  -0.0119
Si  6.8362  6.8362  2.0503  -0.0072  0.1758  -0.1112
Si  4.1018  9.5708  2.0503  -0.0636  -0.0573  -0.0913
Si  9.5708  9.5708  2.0503  -0.1085  0.0069  -0.0236
Si  2.7345  0  35.1566  0.044  0.085  0.0494
Si  8.2035  0  35.1566  -0.0876  -0.0222  -0.1032
Si  0  2.7345  35.1566  0.0354  0.1068  -0.0801
Si  5.469  2.7345  35.1566  0.0813  -0.1373  0.1339
Si  2.7345  5.469  35.1566  0.0464  0.0139  -0.1082
Si  8.2035  5.469  35.1566  0.1375  -0.061  0.1477
Si  0  8.2035  35.1566  0.0199  -0.0494  0.0682
Si  5.469  8.2035  35.1566  0.1147  -0.0246  -0.1292
Si  4.1018  1.3673  36.5239  0.082  -0.077  0.0173
Si  9.5708  1.3673  36.5239  0.0058  -0.0186  -0.0234
Si  1.3673  4.1018  36.5239  0.015  -0.0458  0.0101
Si  6.8362  4.1018  36.5239  0.0227  -0.0227  0.0015
Si  4.1018  6.8362  36.5239  0.0071  -0.0347  -0.0081
Si  9.5708  6.8362  36.5239  -0.0018  -0.0088  0.0197
Si  1.3673  9.5708  36.5239  -0.0213  -0.0143  -0.0124
Si  6.8362  9.5708  36.5239  -0.0294  0.0564  0.0057
Si  -0.6069  0.2599  26.9158  0.0032  0.0025  0.0073
Si  5.6023  -0.4173  27.5011  0.021  0.0479  0.0424
Si  1.2841  1.1855  28.1829  -0.0176  -0.0086  0.0083
Si  8.6315  2.0201  27.1292  -0.0095  -0.0018  0.0387
Si  0.9561  4.6049  25.5894  -0.0059  0.0209  0.0218
Si  5.2703  5.3545  27.0432  -0.011  -0.001  -0.0118
Si  2.8423  7.1157  26.0507  0.0014  -0.0013  -0.0288
Si  7.2833  8.8027  27.2135  0.0261  -0.0643  0.0332
Si  2.8534  2.3859  26.8845  0.0358  -0.0027  0.0034
Si  6.8906  1.2255  28.598  -0.0182  0.0084  -0.0094
Si  4.0187  3.9168  28.3655  -0.0146  -0.0028  0.0101
Si  9.7739  3.948  28.0301  -0.0132  -0.0236  0.0017
Si  2.2003  7.5559  28.3073  0.0121  0.0014  0.0027
Si  6.7013  6.7963  28.3256  0.0019  0.0365  0.012
Si  3.9217  9.3122  28.7308  -0.0036  -0.0211  0.0011
Si  9.3607  9.5518  28.2776  -0.0344  0.0305  -0.0166
Si  2.6668  0.0145  29.7631  0.0127  0.0229  -0.0027
Si  8.2839  -0.0668  29.9168  0.0071  0.0057  0.0254
Si  0.11  2.7141  29.6092  0.0081  0.0186  0.0111
Si  5.5251  2.7423  29.7452  0.0141  -0.0236  -0.0125
Si  2.8065  5.5628  29.6232  -0.0064  -0.0062  0.0186
Si  8.3469  5.4499  29.4202  0.0112  -0.0074  0.0096
Si  0.1128  8.2727  29.4452  0.0122  -0.0286  0.0302
Si  5.5007  8.0895  29.9348  -0.0052  -0.0115  0.0009
Si  4.1172  1.3808  31.0689  -0.0106  -0.0008  0.0151
Si  9.678  1.4028  31.0906  -0.0233  -0.0165  -0.0126
Si  1.4092  4.1627  30.9764  0.0042  0.0012  -0.0062
Si  6.9657  4.1462  30.9712  0.0005  0.0011  0.0029
Si  4.132  6.7264  31.2024  0.0047  0.0065  -0.0088
Si  9.694  6.8199  30.8545  0.0015  0.0076  0.0125
Si  1.3094  9.5748  31.0707  -0.013  -0.0122  0.0032
Si  6.8755  9.5234  31.1973  0.0212  -0.013  0.0045
Si  0.0292  0.0154  32.4802  -0.0001  0.0037  0.013
Si  5.4499  -0.0198  32.4588  -0.0044  0.0045  0.0042
Si  2.7644  2.7893  32.3941  -0.0011  -0.0102  0.007
Si  8.2396  2.7423  32.3965  0.003  0.0054  0.0135
Si  -0.0001  5.4591  32.3619  -0.0027  -0.002  -0.0016
Si  5.5763  5.4123  32.4648  0.0009  0.0092  0.0069
Si  2.7009  8.1701  32.4203  -0.0041  -0.0065  0.0101
Si  8.3148  8.1314  32.3921  -0.0129  0.0038  0.0042
Si  1.4059  1.4044  33.7902  0.0041  0.0064  0.0055
Si  6.8418  1.3796  33.775  -0.0021  -0.0064  0.0066
Si  4.1351  4.0988  33.8011  -0.0074  0.003  0.0033
Si  9.5732  4.1109  33.7764  0.0009  0.0029  0.0075
Si  1.3418  6.8166  33.7829  -0.0061  0.0039  0.0039
Si  6.8889  6.8427  33.7937  0.0064  -0.0034  0.0042
Si  4.0709  9.5467  33.7931  0.0023  0.0041  0.0069
Si  9.5803  9.5674  33.7959  0.0035  -0.0079  0.0035
Si  2.732  0.0026  3.4039  0.0001  -0.0014  -0.0008
Si  8.1997  0.0049  3.4184  -0.0016  0.0018  -0.0037
Si  0.0016  2.7398  3.4113  -0.0001  0.0025  -0.0037
Si  5.4645  2.7369  3.4103  -0.0001  0.0001  0.0005
Si  2.7292  5.4713  3.4231  -0.0009  0.0004  -0.0036
Si  8.1971  5.4736  3.3965  0  -0.0028  0.0014
Si  -0.0039  8.2078  3.4131  0.0009  -0.0007  0
Si  5.4561  8.2024  3.4128  -0.0018  0.0001  -0.0038
Si  4.099  1.3609  4.7661  -0.0086  0.0074  0.0038
Si  9.5747  1.3793  4.7718  0.0012  -0.0028  0.0016
Si  1.3352  4.1253  4.7875  0.0033  -0.0008  0.0011
Si  6.7803  4.1674  4.7539  0.0056  -0.0042  0.0033
Si  4.0984  6.8372  4.7891  0.0007  0.0016  -0.0017
Si  9.5671  6.8217  4.7587  -0.0022  -0.0004  0.003
Si  1.3445  9.6054  4.7658  0.0039  -0.0033  -0.0007
Si  6.7805  9.6103  4.7668  0.0027  -0.003  0.0052
Si  0.0041  0.0282  6.1735  0.005  0.0031  0.0067
Si  5.4283  0.0245  6.1995  -0.0055  -0.0056  -0.0071
Si  2.7304  2.7423  6.0882  -0.0016  -0.0126  0.0061
Si  8.1833  2.81  6.0281  -0.0073  0.0087  0.0011
Si  -0.0238  5.4887  6.1927  -0.0056  0.0021  -0.0125
Si  5.4297  5.4857  6.218  -0.0028  -0.0091  0.0011
Si  2.7212  8.2352  6.091  -0.0144  -0.0014  0.0026
Si  8.1396  8.1862  6.0325  0.0066  0.0016  0.0104
Si  1.4161  1.4316  7.5287  0.006  0.0088  -0.0223
Si  6.8284  1.5264  7.4203  0.011  0.0044  -0.0044
Si  4.0137  4.0707  7.548  -0.0029  -0.003  -0.0149
Si  9.4669  4.1147  7.5037  -0.0021  -0.0127  -0.0041
Si  1.3912  6.9006  7.4987  0.0093  0.0181  -0.0084
Si  6.8215  6.918  7.5268  0.0049  0.0079  -0.0089
Si  4.0177  9.5516  7.5533  -0.0043  -0.001  -0.0074
Si  9.4864  9.5224  7.379  -0.0117  -0.0095  -0.01
Si  2.7059  0.0164  8.973  0.0049  -0.0064  0.0131
Si  8.1677  0.0596  8.6382  -0.0019  0.0016  0.0166
Si  -0.0385  2.7816  8.8349  -0.0008  0.0086  0.0305
Si  5.4566  2.7764  8.9296  -0.0031  -0.0048  0.0085
Si  2.6572  5.4719  8.926  0.0209  0.0054  0.0249
Si  8.1369  5.5264  8.9157  -0.0032  0.0009  0.0227
Si  -0.0799  8.2224  8.7992  0.0003  -0.0039  0.0137
Si  5.4003  8.2043  8.9466  0.0073  0.0092  0.0189
Si  4.5992  0.9147  10.1631  0.0237  -0.0233  -0.0144
Si  10.0062  0.8674  9.9103  0.0139  -0.0145  -0.0015
Si  0.7103  4.684  10.0981  -0.0392  0.0325  -0.0495
Si  6.3271  4.6322  10.194  -0.0223  0.0346  -0.0106
Si  4.4662  6.3434  10.2066  0.0119  -0.0368  -0.0341
Si  9.9722  6.4598  10.1423  0.0424  -0.0348  -0.0299
Si  0.7658  10.0181  10.0663  -0.0219  0.0252  -0.0067
Si  6.4037  10.1372  9.9408  -0.0189  0.0078  0.0004
O  7.2455  -1.0413  11.3588  0.003  -0.0078  0.0262
O  4.3337  1.3301  11.7648  -0.0038  0.0071  0.0127
O  -1.3628  1.2222  11.4547  0.0086  -0.0088  0.0307
O  0.8138  9.466  11.6483  0.0022  0.0096  0.0316
O  9.804  17.7577  11.7605  -0.0205  0.0097  0.0368
O  3.9175  6.5989  11.7955  -0.0028  0.0127  0.0522
O  6.8551  4.2772  11.7414  0.0063  -0.0055  0.0248
O  0.7598  4.5446  11.7475  0.0008  -0.0003  0.0214
O  8.0142  2.3895  25.6378  -0.0125  0.0161  -0.0111
O  5.501  1.9632  24.9315  0.0033  0.0095  -0.0019
O  1.7121  6.0667  25.4221  -0.0039  -0.0033  0.0114
O  -3.0401  6.5384  24.1864  -0.0009  -0.0079  0.0028
O  7.1045  8.6035  25.5757  -0.0427  0.019  -0.0196
O  3.1677  -2.4282  25.1779  -0.0055  -0.0002  0.0175
O  4.2898  6.3078  26.0959  0.0097  -0.0153  0.0176
O  6.1981  4.3293  26.1408  0.0008  -0.0029  0.0026
Si  9.8152  4.9125  17.7223  -0.002  0.0014  0.0025
Si  4.5506  11.9524  15.4782  -0.0034  0.0009  -0.0038
Si  3.9347  -1.1457  24.4107  -0.012  0.0062  -0.0143
Si  3.1699  12.3302  12.9054  0.0024  -0.0063  -0.0145
Si  15.8951  6.893  13.0289  -0.0093  -0.0053  -0.0424
Si  12.4743  10.2787  22.7651  0.0173  -0.0027  0.0107
Si  4.5545  11.7711  25.7757  -0.0182  -0.005  0.0044
Si  12.0259  -0.8758  13.1479  0.0047  -0.0032  -0.0366
Si  -1.7602  7.0313  13.2531  -0.0066  0.0112  -0.0306
Si  15.9765  -0.0899  19.9633  -0.0047  -0.0024  0.0048
Si  8.6421  7.4231  18.7445  -0.0053  -0.0024  0.0052
Si  -0.8092  11.8885  22.3985  0.0006  -0.0064  0.0076
Si  8.0864  13.2976  17.6322  -0.0075  -0.0012  0.0028
Si  7.7348  5.2608  23.171  -0.0055  0.0094  0.0134
Si  6.1714  9.2422  22.2508  0.0003  -0.0014  0.0116
Si  15.9135  2.2396  18.1876  0.0025  0.0016  0.0002
Si  0.5788  3.717  19.9116  -0.0005  -0.0017  0.0006
Si  12.1225  5.0027  15.7757  0.0038  -0.0038  -0.0037
Si  4.123  6.857  19.244  -0.0047  0.0001  0.0087
Si  10.2878  10.0826  24.7443  0.0034  -0.0037  0.0011
Si  13.4145  9.0113  20.222  0.0008  -0.0025  0.0074
Si  6.5596  -4.3615  20.741  0.0027  0.0082  -0.0022
Si  8.0362  8.161  24.328  0.0138  -0.0101  -0.0036
Si  -1.1138  1.3062  13.0445  0.0153  0.0088  -0.0442
Si  6.651  3.126  25.1291  0.0016  -0.0154  0.0145
Si  7.0339  8.9765  12.6595  0.006  0.0058  -0.0365
Si  11.8666  3.5433  13.0047  -0.0026  -0.0011  0.0038
Si  11.0713  9.1634  18.2488  -0.0001  0.0005  0.0012
Si  6.936  4.7604  13.3044  0.0025  0.0056  -0.0259
Si  10.4492  3.9897  22.7416  0.0036  -0.0029  -0.0012
Si  11.4365  18.8209  15.3151  -0.0016  0.0049  -0.0029
Si  7.4906  1.9849  14.794  -0.0061  0.0016  0.0015
Si  2.9122  15.3051  18.2049  0.0023  -0.0016  0.0034
Si  16.0612  9.2046  14.8687  0.0089  -0.0069  -0.0222
Si  16.9216  8.8583  17.7969  0.0034  -0.0014  0.0047
Si  9.9761  11.8377  19.452  -0.0019  -0.0044  0.0025
O  19.5437  12.1503  18.6467  -0.0013  -0.0018  0.0024
O  16.965  -2.032  16.1789  -0.0069  0.0012  0.0004
O  6.1411  12.1233  15.1985  0.0013  0.0009  0.0021
O  9.5604  11.3404  20.9611  -0.0053  0  0.0023
O  9.2115  5.0185  22.539  -0.0004  0.0075  0.0026
O  3.0549  -0.4071  23.2319  -0.0063  0.0002  0.0099
O  8.4494  8.5  13.2793  -0.0084  -0.0024  0.0005
O  -1.8555  6.3547  17.6001  -0.0008  0.0027  0.0074
O  11.7305  -1.2579  24.0885  0.0046  0.0013  0.0029
O  2.5026  10.8554  13.0334  -0.006  -0.0028  0.0063
O  15.8158  1.5028  19.6433  -0.0026  -0.0018  0.0041
O  -0.1438  26.4963  26.8387  0.0265  0.0094  -0.0333
O  13.0495  14.5454  19.4015  -0.0029  -0.0027  0.0043
O  16.3154  5.9715  19.8002  -0.0095  -0.0061  -0.0007
O  8.04  6.6514  20.052  -0.0014  0.001  0.0003
O  23.4962  8.8622  18.8414  -0.0044  -0.0026  0.001
O  10.8435  13.2031  19.6254  -0.002  0.0031  0.0054
O  3.7523  1.8779  14.3496  0.0018  0.0007  0.0117
O  6.6603  5.6264  22.0252  -0.0011  -0.0042  0.0037
O  2.0564  3.4052  25.818  -0.0079  -0.0003  -0.0009
O  5.7635  10.253  18.6127  0.0012  -0.0051  0.0014
O  10.8087  0.1232  13.5895  -0.005  0.0048  0.0054
O  10.7909  10.7491  18.5508  -0.0015  -0.0016  0.0043
O  12.3344  4.4219  14.2776  -0.0019  0.0015  0.0144
O  12.4184  9.2524  21.4947  -0.0042  0.0009  0.0011
O  13.1779  15.1565  16.734  -0.0013  0.0004  0.0068
O  -5.4144  5.5126  13.695  0.0041  -0.0034  0.009
O  6.5002  13.379  17.7547  -0.0042  -0.0022  0.0057
O  -1.147  2.5026  22.6763  -0.0039  -0.0053  0.0027
O  8.4771  12.9737  16.0906  0.0028  -0.0005  0.0016
O  0.5503  4.1341  21.489  -0.0001  -0.0005  -0.0019
O  5.1427  9.132  23.5094  0.0024  0.0001  0.008
O  15.3296  14.6763  18.2341  -0.0037  -0.0011  0.0033
O  15.0324  -0.5528  15.2932  0.0017  -0.0014  0.0059
O  6.2156  7.6153  12.2476  0.001  0.0015  0.0155
O  3.0264  5.9498  18.4939  -0.0031  -0.0023  0.0031
O  12.9752  2.4698  12.4827  0.0078  -0.0057  0.0049
O  9.5074  11.044  23.6511  -0.0033  0.0094  -0.0065
O  10.807  4.8989  19.0249  -0.002  -0.0002  0.0018
O  9.5386  -2.3201  24.7826  -0.0045  -0.0156  0.0143
O  8.3404  1.1641  13.6841  -0.0059  -0.0031  0.0063
O  9.9508  8.3209  19.0977  -0.0016  -0.0002  0.0022
O  7.1027  3.4751  14.2708  -0.0001  -0.0069  0.0105
O  8.1861  5.7766  13.5731  -0.0012  0  0.0036
O  21.4215  2.7649  13.3985  -0.0151  -0.0163  0.0026
O  6.1319  -1.1502  13.7276  -0.0074  -0.0127  0.0283
O  7.6314  8.977  22.9575  -0.0071  0.0071  0.0046
O  10.2306  7.1468  14.4865  0.0001  0.0001  0.0072
O  11.0147  8.7551  16.654  -0.0021  -0.0013  0.0071
O  8.6828  3.8065  18.0136  -0.0006  -0.0028  0.0031
O  3.5311  10.2498  20.1282  0.0011  0.0011  0.0033
O  12.1806  8.8901  14.2646  -0.0066  -0.0053  0.0103
O  12.3843  6.6266  15.7858  -0.0009  -0.0014  0.0055
O  10.6228  4.6455  16.3344  -0.0007  -0.0002  0.005
O  5.9211  10.5973  21.3433  -0.0023  0.0039  -0.0047
O  11.1608  4.2837  24.1699  0.0026  -0.008  0.0085
O  3.3127  7.6292  20.4371  0.0019  -0.0053  0.0029
O  15.6679  7.897  18.1559  0.0003  -0.0015  0.0042
O  15.1105  12.3762  17  -0.0001  -0.0005  0.0034
O  7.094  3.8965  23.7741  -0.0016  -0.0032  0.0034
O  6.0211  8.0634  21.1384  0.0013  -0.0084  -0.0028
O  11.7631  11.6943  22.3701  -0.0065  0.0035  0.0065
O  4.3936  7.8753  14.2195  0.0029  0.0132  0.014
O  7.4669  8.362  18.1778  -0.0061  -0.002  0.0055

Results
free energy: -149752.621 eV
free energy less fixed offsets of O -568.88, Si -635.61 eV per atom: -2.181 eV

The program warned: the cutoff lies below the one the program advises for these potential files; the exchange-correlation potential is rough where the density is thin.
